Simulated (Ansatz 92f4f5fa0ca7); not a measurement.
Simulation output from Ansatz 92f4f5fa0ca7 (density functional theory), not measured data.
Periodic cell of 297 atoms, Si195O102, from a study of silicon, its oxide and their interface. The atomic structure is a simulated model.
Doubt: the cutoff is far below the 930 eV that the study's wrapper takes by default for these files, so forces and energies are approximate.

Settings
functional: PBE
potential files: Ansatz PAW
basis: plane waves
wave-function cutoff: 580 eV
density cutoff ratio: 5
exchange-correlation grid ratio: 1
k mesh: 1 x 1 x 1, Gamma-centred
self-consistency stop: 5e-08 eV per atom in the density residual
occupations: fixed
spin: none
net charge: 0

Cell vectors (angstrom)
a  11.6015  0  0
b  0  10.938  0
c  0  0  41.2745

Atoms: element, x, y, z (angstrom)
Si  0  0  0.9665
Si  3.8672  0  0.9665
Si  7.7343  0  0.9665
Si  1.9336  1.3673  0.9665
Si  5.8008  1.3673  0.9665
Si  9.6679  1.3673  0.9665
Si  0  5.469  0.9665
Si  3.8672  5.469  0.9665
Si  7.7343  5.469  0.9665
Si  1.9336  6.8362  0.9665
Si  5.8008  6.8362  0.9665
Si  9.6679  6.8362  0.9665
Si  1.9336  2.7345  40.3074
Si  5.8008  2.7345  40.3074
Si  9.6679  2.7345  40.3074
Si  0  4.1018  40.3074
Si  3.8672  4.1018  40.3074
Si  7.7343  4.1018  40.3074
Si  1.9336  8.2035  40.3074
Si  5.8008  8.2035  40.3074
Si  9.6679  8.2035  40.3074
Si  0  9.5708  40.3074
Si  3.8672  9.5708  40.3074
Si  7.7343  9.5708  40.3074
Si  0  0  4.8337
Si  3.8672  0  4.8337
Si  7.7343  0  4.8337
Si  1.9336  1.3673  4.8337
Si  5.8008  1.3673  4.8337
Si  9.6679  1.3673  4.8337
Si  0  5.469  4.8337
Si  3.8672  5.469  4.8337
Si  7.7343  5.469  4.8337
Si  1.9336  6.8362  4.8337
Si  5.8008  6.8362  4.8337
Si  9.6679  6.8362  4.8337
Si  1.9336  2.7345  2.9001
Si  5.8008  2.7345  2.9001
Si  9.6679  2.7345  2.9001
Si  0  4.1018  2.9001
Si  3.8672  4.1018  2.9001
Si  7.7343  4.1018  2.9001
Si  1.9336  8.2035  2.9001
Si  5.8008  8.2035  2.9001
Si  9.6679  8.2035  2.9001
Si  0  9.5708  2.9001
Si  3.8672  9.5708  2.9001
Si  7.7343  9.5708  2.9001
Si  -3.6418  -2.1898  22.9218
Si  -0.3598  3.8848  32.8014
Si  3.2977  5.2341  24.6552
Si  -2.7021  3.5599  33.1956
Si  2.0393  -3.9497  32.0291
Si  12.0258  0.5954  30.9738
Si  3.3993  3.1454  22.1599
Si  0.8818  5.083  31.1027
Si  5.8722  6.3953  26.2312
Si  -2.46  10.8751  30.0644
Si  4.7231  9.7425  32.3164
Si  10.3366  8.8848  33.1503
Si  -3.2749  5.5196  29.2363
Si  10.6455  2.6201  24.0989
Si  11.2485  6.7836  29.8402
Si  0.2805  8.4477  31.4547
Si  7.5146  8.2255  25.8229
Si  12.1816  1.6107  33.0817
Si  6.1661  6.5954  31.0829
Si  4.8704  12.8307  31.3584
Si  8.3934  9.8483  32.2854
Si  -4.2776  14.6951  31.453
Si  4.0428  7.7585  30.981
Si  7.7027  12.2141  27.7474
Si  -0.5249  -0.0864  34.3912
Si  3.9531  -0.227  34.4363
Si  7.6532  0.1407  34.2985
Si  2.5438  1.6791  34.3096
Si  5.6577  1.4214  34.5676
Si  9.3765  1.6052  34.595
Si  0.176  5.3864  34.5714
Si  4.2214  5.2142  34.3946
Si  8.1506  5.4366  34.5427
Si  2.2144  6.5484  34.3437
Si  6.146  6.7405  34.438
Si  9.991  6.9596  34.6038
Si  2.0796  2.7127  36.418
Si  5.9046  2.7318  36.5039
Si  9.7478  2.7927  36.5542
Si  0.1219  4.0644  36.4863
Si  4.0048  4.1061  36.4857
Si  7.8458  4.1332  36.4943
Si  1.9996  8.1049  36.2922
Si  5.9089  8.126  36.3842
Si  9.748  8.2936  36.5002
Si  0.0905  9.652  36.3843
Si  3.9239  9.4519  36.4152
Si  7.7623  9.6183  36.315
Si  0  0  38.3739
Si  3.8672  0  38.3739
Si  7.7343  0  38.3739
Si  1.9336  1.3673  38.3739
Si  5.8008  1.3673  38.3739
Si  9.6679  1.3673  38.3739
Si  0  5.469  38.3739
Si  3.8672  5.469  38.3739
Si  7.7343  5.469  38.3739
Si  1.9336  6.8362  38.3739
Si  5.8008  6.8362  38.3739
Si  9.6679  6.8362  38.3739
Si  1.83  2.6257  6.8602
Si  5.7312  2.6862  6.8415
Si  9.5889  2.7836  6.7024
Si  -0.0693  4.0709  6.6768
Si  3.7887  4.0188  6.7495
Si  7.6327  4.1125  6.8002
Si  1.8692  8.1287  6.859
Si  5.7399  8.2965  6.7062
Si  9.5698  8.2724  6.708
Si  -0.0506  9.517  6.7794
Si  3.7836  9.5745  6.8004
Si  7.6865  9.7169  6.783
Si  -0.2094  -0.1624  8.7658
Si  3.8233  -0.0882  8.8418
Si  7.7553  0.2134  8.7408
Si  1.8023  1.1354  8.8351
Si  5.7192  1.4318  8.9335
Si  9.7978  1.5543  8.6717
Si  0.0528  5.1356  8.7195
Si  3.7774  5.3808  8.6495
Si  7.421  5.5795  8.67
Si  1.8876  6.6511  8.7893
Si  5.5593  6.9176  8.5767
Si  8.8707  7.4044  8.7567
Si  0.1762  -1.9054  14.7287
Si  11.0104  3.2184  10.0604
Si  6.1836  2.1435  13.0445
Si  -1.4201  6.9462  13.5102
Si  7.5111  1.2293  16.5934
Si  2.1532  7.616  10.9896
Si  2.2551  3.6406  17.1917
Si  3.501  4.0445  10.6051
Si  11.4038  7.7728  11.5539
Si  -3.9437  10.6989  13.8671
Si  1.1621  4.1381  14.1785
Si  3.2257  5.765  12.188
Si  -1.0196  -0.014  12.7863
Si  3.8311  -1.462  10.8201
Si  5.8213  -2.7559  10.5498
Si  1.6025  2.5341  10.7173
Si  7.174  4.7676  10.8935
Si  10.3221  -1.1898  10.741
Si  -3.2048  3.6271  14.9645
Si  9.5314  4.4881  11.4537
Si  5.3544  7.4352  16.1386
Si  -1.2824  4.6004  13.7139
Si  10.3074  6.3125  10.1489
Si  5.9774  5.4278  18.5273
O  17.9823  8.3347  22.7433
O  -7.7538  -7.3402  16.7497
O  13.8451  27.0851  13.4616
O  40.251  19.8569  16.793
O  15.6653  32.204  26.3229
O  -9.9082  2.157  17.6584
O  8.7814  30.4653  26.8415
O  16.0128  13.4232  18.9418
O  -21.534  -11.6755  21.9712
O  10.4169  -10.124  30.633
O  -7.6596  -10.1691  24.1467
O  -28.5072  15.9909  31.7226
O  -15.5807  -16.3459  18.5397
O  -17.0347  0.7689  27.4347
O  4.7168  16.9466  25.0729
O  19.9147  -11.5223  22.9657
O  5.1977  10.5097  22.1663
O  12.9413  -20.5075  29.8531
O  -30.0615  10.9145  18.2561
O  -1.7135  4.199  17.794
O  22.8698  9.8252  23.6743
O  10.9675  -7.4472  22.7061
O  -4.5348  -4.4338  29.6787
O  -21.0208  -8.9333  22.1613
Si  0.6764  -9.8525  18.4003
Si  2.045  -10.2634  21.1805
Si  12.4521  9.8042  17.4225
Si  22.6633  4.4581  21.3704
Si  21.6842  -3.4573  20.8904
Si  2.3754  2.611  29.6548
Si  5.1503  11.8888  23.072
Si  19.4186  12.358  20.2216
Si  2.3166  -5.9013  20.0918
Si  5.531  21.1956  27.0128
Si  14.5606  8.8554  15.4959
Si  -9.6626  4.2046  27.1458
Si  -10.9797  -1.8881  22.5904
Si  18.2397  8.3064  32.6115
Si  -7.2236  7.9996  28.5918
Si  -25.9832  5.3793  17.428
Si  15.9699  7.3246  20.4259
Si  -8.1979  -0.6121  24.8391
Si  10.9071  4.4376  25.5521
Si  -3.486  4.4713  27.1467
Si  0.1992  -0.2204  24.9534
Si  -17.8508  -1.5199  18.3194
Si  -6.731  8.91  22.496
Si  -10.24  6.6531  24.5796
Si  -1.4386  -2.9167  18.4646
Si  -21.5299  -3.7591  27.5913
Si  7.0295  7.6225  13.5996
Si  28.8187  13.8844  10.8565
Si  9.8952  -7.974  18.8395
Si  1.2376  2.0479  12.994
Si  4.7152  11.9534  19.5055
Si  15.3238  0.2853  13.5991
Si  16.7589  3.2753  17.7217
Si  -1.9951  9.9812  27.1876
Si  8.0904  1.0251  23.1722
Si  -5.8791  -15.4886  12.0885
Si  8.0446  9.2059  10.0478
Si  -7.3283  13.9171  33.3671
Si  -15.0426  10.3885  18.3321
O  -0.6117  -0.7255  26.3038
O  -16.9739  -20.7632  20.1182
O  4.4301  -24.3092  19.2906
O  -39.5164  -23.3511  18.8397
O  2.3847  -7.9762  28.069
O  -0.9578  -3.0661  14.8113
O  -16.6953  31.4073  25.9066
O  1.3079  -3.1814  23.3571
O  -19.4397  -0.8543  14.7674
O  2.8775  4.1529  25.8222
O  24.6034  7.4649  26.0099
O  -20.2986  6.565  20.3022
O  -7.6809  -1.894  23.8842
O  15.4943  10.5153  12.1268
O  34.9366  -13.3463  18.2282
O  8.1803  1.8048  21.7392
O  8.6731  -10.8267  19.754
O  -22.8668  4.0913  26.7968
O  11.6263  -22.7911  16.0151
O  -25.6172  -9.1018  24.06
O  -2.179  -6.1278  26.1861
O  -2.9703  2.2831  15.9333
O  32.4928  21.6242  13.7904
O  2.3937  -34.4206  16.9862
O  6.9496  9.2765  13.5021
O  -7.7116  13.1256  30.0717
O  3.8817  -14.3808  15.4399
O  -5.3659  -8.7003  16.9985
O  3.4124  15.2102  23.3334
O  28.193  -10.7013  31.4685
O  -2.8809  0.3806  26.8277
O  30.4063  -20.9994  12.7547
O  0.289  18.3012  28.4212
O  -0.0073  5.6875  24.6742
O  48.4787  37.4867  18.495
O  18.1922  1.2044  23.8042
O  15.092  -21.3746  20.4419
O  19.899  26.0589  30.1979
O  -6.5512  -4.1053  27.6011
O  9.6935  -4.5631  29.488
O  9.3002  9.3166  17.893
O  -12.4597  -9.2437  18.243
O  5.3084  9.3503  28.3647
O  -14.9003  -13.7733  24.3821
O  13.0413  -6.819  15.833
O  -4.4624  22.0745  15.3592
O  -21.2799  3.9485  30.4718
O  -6.1263  28.0271  19.9496
O  14.4281  8.2187  28.0704
O  -41.5414  -9.4768  13.8103
O  -18.3955  -8.6293  22.2259
O  -12.6204  14.39  20.2065
O  6.7285  15.9386  26.4311
O  13.401  10.3884  25.0896
O  13.2555  19.2898  14.6624
O  0.9789  4.9311  21.0148
O  -3.5329  44.7034  29.3232
O  3.3592  14.9197  20.766
O  0.0555  1.3787  24.5605
O  -9.3463  0.9877  13.7415
O  20.371  51.7974  21.6998
O  -35.0436  8.407  21.3723
O  23.3401  -1.0183  13.3791
O  7.0367  -7.6915  14.0207
O  -6.2294  28.1755  17.2817
O  -10.6674  -9.9621  20.0285
O  -0.3461  1.4818  13.0149
O  6.6047  -14.6574  15.1391
O  0.807  42.7485  30.8849
O  19.7327  4.9232  15.9978
O  -12.9896  -5.0593  21.357
O  31.7803  18.1867  13.255
O  -3.6888  2.8503  27.3811
O  6.3796  13.42  31.026
O  2.1941  16.5846  27.8812
O  -1.8133  9.9319  28.8374
O  -36.7055  -4.1752  17.4888
O  8.3208  -8.3426  19.187

Results
free energy: -181956.622 eV
free energy less fixed offsets of O -568.88, Si -635.61 eV per atom: 13.088 eV

Forces (eV/angstrom), in the order of the atoms: element, x, y, z
Si  -0.0144  0.0644  0.0042
Si  0.0068  0.0729  0.0009
Si  0.017  0.0597  -0.0267
Si  0.006  -0.0881  0.014
Si  -0.0106  -0.0339  0.0291
Si  -0.0048  0.0205  0.0047
Si  -0.0127  -0.0251  0.0051
Si  0.0094  0.0326  -0.0079
Si  -0.0043  0.0277  0.0081
Si  -0.0003  -0.1248  -0.0162
Si  -0.0117  -0.018  -0.0169
Si  0.0239  -0.0083  0.0153
Si  0.0587  0.1148  -0.0443
Si  -0.0045  0.0032  0.0415
Si  0.0298  -0.0364  0.0696
Si  -0.0238  0.0225  0.0139
Si  0.0127  -0.0204  0.0278
Si  0.0476  -0.0235  0.0065
Si  0.0187  0.1674  -0.0628
Si  0.0305  0.0567  -0.0374
Si  0.0183  -0.0528  0.069
Si  0.0275  -0.0696  -0.0306
Si  0.0678  -0.0617  0.0027
Si  0.0385  -0.1387  -0.0808
Si  0.0574  -0.0593  0.2361
Si  -0.2221  0.052  0.1923
Si  -0.1151  0.3587  -0.5113
Si  -0.0432  -0.1298  0.1599
Si  0.0309  -0.0905  0.2879
Si  -0.1923  -0.0566  -0.2073
Si  0.133  0.2112  -0.3902
Si  -0.149  -0.1867  0.1386
Si  -0.1445  -0.0108  0.1459
Si  -0.0163  -0.0355  0.2606
Si  0.0608  0.154  -0.0623
Si  -0.1897  -0.1005  0.0633
Si  -0.0516  0.1455  0.0888
Si  -0.0769  0.1028  0.0631
Si  0.0262  -0.0123  -0.0124
Si  -0.0304  0.0486  -0.083
Si  0.024  0.0107  -0.0616
Si  -0.0204  -0.0693  0.038
Si  0.0075  0.1318  0.0508
Si  -0.0331  -0.0428  -0.0672
Si  -0.0254  0.0121  -0.0398
Si  -0.0479  -0.0833  0.0272
Si  -0.0072  -0.0888  0.0195
Si  -0.0228  -0.0533  0.0308
Si  -0.0222  -0.0182  -0.0221
Si  0.0179  -0.0097  0.0122
Si  -0.0181  0.0252  -0.0221
Si  0.0548  -0.0245  0.023
Si  -0.0544  0.0041  -0.0187
Si  0.0244  0.0433  -0.0261
Si  -0.0126  0.0194  0.0051
Si  -0.0073  -0.0325  -0.0596
Si  0.0349  -0.1241  -0.0511
Si  -0.0216  0.0334  -0.0921
Si  0.0856  0.0028  0.0098
Si  0.0097  0.0054  0.0229
Si  0.0705  -0.002  0.0693
Si  0.0343  0.0251  -0.0068
Si  -0.096  -0.0033  -0.043
Si  -0.0436  -0.0076  -0.027
Si  -0.0016  -0.0385  -0.0249
Si  0.1209  -0.0975  0.0146
Si  0.0903  -0.0656  0.3777
Si  0.0303  -0.0397  -0.0855
Si  -0.0201  0.0132  -0.0524
Si  -0.0608  -0.01  -0.1252
Si  0.2141  -0.1775  -0.1578
Si  0.0027  0.0666  0.0244
Si  -0.0288  0.1344  -0.1249
Si  -0.0006  0.029  -0.0062
Si  -0.1322  0.0773  0.0806
Si  -0.0532  -0.0413  -0.1003
Si  0.0967  -0.0695  -0.049
Si  -0.1114  -0.0544  0.0679
Si  -0.0234  0.0193  -0.0106
Si  -0.0182  0.0336  0.0261
Si  0.0018  -0.0241  0.0116
Si  0.0374  0.0029  0.064
Si  -0.0438  -0.0353  -0.0726
Si  -0.0237  0.0092  -0.0007
Si  0.0117  0.0341  0.0565
Si  -0.005  0.0173  -0.0133
Si  -0.0291  -0.014  -0.0176
Si  0.0183  -0.0125  0.0131
Si  -0.0215  0.021  0.0048
Si  0.0096  0.0141  -0.0117
Si  -0.0132  -0.0038  -0.0151
Si  -0.0116  0.0096  0.0113
Si  0.0001  -0.0225  0.0114
Si  -0.0065  -0.0245  0.0233
Si  0.013  0.0182  -0.0003
Si  0.028  0.0684  -0.0016
Si  0.2333  0.0923  -0.044
Si  0.022  -0.2492  -0.3999
Si  -0.0726  -0.032  -0.4652
Si  0.121  -0.1279  -0.1276
Si  0.244  -0.1724  0.376
Si  0.0332  -0.2615  0.3409
Si  0.2274  -0.0188  0.1747
Si  0.0962  0.261  0.1293
Si  -0.1023  0.2428  0.4365
Si  -0.122  -0.0212  -0.4459
Si  0.1463  -0.0203  0.0167
Si  -0.0054  0.1438  0.0669
Si  0.0159  -0.0142  -0.0024
Si  0.0033  -0.0235  0.0147
Si  0.0047  -0.0217  0.0267
Si  0.0273  -0.0336  -0.0126
Si  -0.0267  0.0033  -0.0237
Si  -0.0071  0.0327  -0.0057
Si  0.023  -0.0053  -0.0088
Si  0.0263  -0.0062  -0.0219
Si  -0.0115  -0.0262  0.0047
Si  0.005  0.0093  0.0144
Si  -0.0082  0.0265  -0.0091
Si  -0.0086  0.0005  0.042
Si  0.0151  0.0357  0.0139
Si  0.0018  -0.0091  0.018
Si  -0.0006  -0.0096  -0.0121
Si  -0.0053  0.0106  -0.0259
Si  0.0186  -0.0056  -0.0414
Si  0.0035  -0.0017  0.0407
Si  0.1916  -0.1389  0.1455
Si  0.0225  -0.0615  -0.0207
Si  0.0422  -0.0529  -0.008
Si  -0.0925  0.0688  -0.035
Si  -0.0323  0.0177  0.0096
Si  -0.0298  0.0331  -0.0395
Si  0.022  0.0216  0.0209
Si  -0.1701  0.0706  -0.0744
Si  0.0061  -0.0826  0.1151
Si  0.0191  0.0065  0.0402
Si  -0.0192  -0.023  0.0052
Si  0.0447  0.0222  0.0172
Si  0.014  0.0011  0.0313
Si  0.0261  -0.0246  0.0331
Si  0.028  0.0596  0.0102
Si  -0.0361  0.0319  0.0254
Si  0.0485  -0.0241  -0.0027
Si  -0.0156  0.0289  -0.0107
Si  -0.0169  0.0122  0.0607
Si  -0.0187  -0.0234  -0.0179
Si  -0.003  0.0255  0.0189
Si  0.0588  0.118  -0.1376
Si  -0.0019  -0.0406  -0.0194
Si  0.0134  -0.0099  0.0143
Si  -0.0381  -0.0272  0.1094
Si  0.0343  -0.0598  0.0151
Si  -0.0087  0.0217  0.0445
Si  0.0048  -0.0297  0.012
Si  -0.0288  -0.0649  0.0117
Si  0.0023  -0.0597  0.0297
O  0.0148  0.0202  0.0141
O  -0.019  0.0053  0.0079
O  -0.0215  -0.0217  0.0372
O  0.0005  -0.0353  -0.0282
O  0.0208  0.0014  0.0124
O  -0.0073  -0.0102  0.0039
O  0.0253  0.0367  0.0162
O  0.0008  0.0085  -0.0065
O  0.0005  0.0211  -0.0183
O  0.0532  -0.0038  -0.0135
O  -0.0057  -0.0023  0.001
O  0.0033  -0.0776  0.0252
O  0.0025  -0.0075  -0.028
O  -0.0085  -0.0168  -0.0178
O  0.01  0.0378  0.0034
O  -0.0025  0.0155  -0.0079
O  0.0074  0.0407  0.0003
O  -0.0718  -0.041  0.0402
O  -0.0022  0.001  0.0027
O  -0.0151  0.0069  -0.0002
O  0.0009  0.0133  0.0095
O  -0.0136  -0.0086  0.0078
O  -0.1318  0.1216  -0.0581
O  0.0052  -0.0028  -0.0119
Si  -0.0078  0.0231  0.031
Si  -0.0072  -0.0128  0.0121
Si  -0.0162  -0.0306  0.0511
Si  0.0111  0.0159  0.0027
Si  0.0367  0.0041  0.0412
Si  0.0292  0.0397  0.0109
Si  -0.0016  0.0162  0.0016
Si  0.0031  0.0125  -0.0466
Si  0.0024  0.0098  0.0149
Si  0.0036  0.0179  -0.0126
Si  0.0096  -0.0076  0.0164
Si  -0.0504  0.0132  -0.0519
Si  0.0078  -0.0212  -0.0204
Si  -0.0307  0.0263  -0.1337
Si  -0.1574  0.1672  -0.218
Si  0.0323  0.0367  0.0312
Si  -0.0023  0.0385  0.0158
Si  -0.0096  -0.0233  -0.0167
Si  -0.0464  0.0558  0.05
Si  -0.0421  -0.0149  -0.1216
Si  0.0026  0.0061  -0.0105
Si  0.0126  0.0071  0.0218
Si  0.0013  -0.0987  -0.0205
Si  0.0139  -0.0431  -0.0385
Si  -0.0105  0.0125  -0.0051
Si  0.0239  0.0088  -0.0673
Si  -0.041  0.066  0.0709
Si  0.0238  0.0222  0.0002
Si  -0.0088  -0.0219  0.0166
Si  0.0042  -0.041  0.137
Si  0.0063  -0.0139  -0.0055
Si  0.0165  0.0076  -0.0635
Si  0.0192  0.0088  -0.0268
Si  0.0035  -0.007  -0.0032
Si  0.0134  0.0017  0.0136
Si  -0.0232  0.0273  0.0219
Si  -0.0057  0.0117  -0.0227
Si  0.0547  -0.0267  -0.0091
Si  -0.0035  0.0238  -0.0366
O  -0.0265  0.0022  0.0123
O  -0.0078  -0.0029  0.0036
O  0.0042  -0.0022  -0.0152
O  -0.0202  -0.0091  0.0066
O  -0.0057  -0.0089  0.0051
O  -0.0343  -0.0459  -0.0534
O  -0.0193  0.0257  0.0071
O  -0.002  0.0107  -0.0095
O  -0.009  0.0169  -0.0303
O  -0.0102  -0.0119  0.0263
O  -0.0019  0.0206  0.076
O  0.0078  -0.0034  -0.0154
O  -0.0168  0.0294  0.0175
O  -0.0297  0.0606  0.1168
O  0.0274  0.0169  -0.0075
O  -0.0074  -0.0098  -0.0008
O  -0.0021  0.0103  0.0096
O  0.0285  -0.0019  -0.0251
O  0.0008  -0.0132  -0.04
O  -0.0168  -0.0085  -0.0089
O  0.0439  -0.0255  0.0078
O  0.0357  0.0241  -0.0126
O  -0.0042  0.0049  -0.066
O  0.0004  -0.0002  -0.0241
O  0.0278  -0.0425  -0.0134
O  -0.006  0.0163  0.0584
O  -0.0026  -0.008  -0.0063
O  0.0035  0.0177  0.0292
O  -0.007  0.0107  0.0175
O  -0.0482  0.0472  0.0703
O  0.018  -0.0344  0.0085
O  -0.0017  0.0296  0.0124
O  -0.0321  -0.0084  0.0393
O  -0.0114  -0.0356  0.0008
O  0.0011  -0.0176  -0.0232
O  -0.0004  0.0044  -0.0111
O  -0.0104  0.0064  -0.0088
O  -0.0019  -0.0182  0.0517
O  -0.0817  0.0842  0.17
O  0.0399  -0.0032  0.0061
O  0.0225  -0.0161  0.009
O  0.0123  -0.0046  -0.0011
O  -0.0035  -0.046  0.0149
O  -0.0131  0.0023  0.0146
O  -0.0222  -0.0109  -0.0293
O  0.0339  -0.0113  -0.0238
O  0.0001  -0.0575  -0.0177
O  0.005  -0.0082  -0.0116
O  0.0374  -0.0104  -0.0112
O  -0.0539  -0.0173  -0.0579
O  0.0045  -0.0156  -0.0001
O  -0.0076  0.0023  -0.0145
O  0.041  0.0518  0.029
O  -0.0052  0.0049  -0.0109
O  -0.0247  -0.0051  -0.0015
O  -0.0159  -0.0039  -0.0079
O  0.0608  -0.0537  0.0403
O  -0.0026  -0.0069  0.0004
O  -0.0022  -0.0059  -0.0039
O  0.0128  0.081  -0.1156
O  -0.0074  -0.0032  -0.007
O  -0.0112  -0.0044  -0.0117
O  -0.0066  -0.0122  -0.0337
O  -0.0155  -0.0089  -0.0708
O  -0.0041  0.0395  -0.0409
O  0.0071  -0.007  -0.0387
O  -0.0213  0.01  0.0038
O  0.0163  -0.0039  -0.0825
O  0.007  0.0928  -0.033
O  0.0176  -0.0318  -0.0555
O  0.0082  -0.0092  -0.0213
O  0.0247  -0.0047  0.0211
O  -0.0003  -0.0447  0.0123
O  -0.015  0.041  0.0316
O  0.0068  0.0133  0.0047
O  -0.0015  -0.0008  -0.0352
O  -0.0097  -0.0186  0.0081
O  0.0118  0.0009  0.0094

The program warned: the cutoff lies below the one the program advises for these potential files; the forces do not sum to zero within the program's tolerance; the exchange-correlation potential is rough where the density is thin.
